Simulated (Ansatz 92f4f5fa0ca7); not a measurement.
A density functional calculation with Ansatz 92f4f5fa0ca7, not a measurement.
Periodic cell of 255 atoms, Si165O90, from a study of silicon, its oxide and their interface. The atomic structure is a simulated model.
Doubt: the cutoff is far below the 930 eV that the study's wrapper takes by default for these files, so forces and energies are approximate.
This geometry differs little from another in the collection (a relaxation step or a small displacement).

Settings
functional: PBE
potential files: Ansatz PAW
basis: plane waves
wave-function cutoff: 580 eV
density cutoff ratio: 5
exchange-correlation grid ratio: 1
k mesh: 1 x 1 x 1, Gamma-centred
self-consistency stop: 5e-08 eV per atom in the density residual
occupations: fixed
spin: none
net charge: 0

Cell vectors (angstrom)
a	10.938	0	0
b	0	10.938	0
c	0	0	37.7179

Atoms: element, x, y, z (angstrom)
Si	0	0	0.683
Si	5.469	0	0.683
Si	2.7345	2.7345	0.683
Si	8.2035	2.7345	0.683
Si	0	5.469	0.683
Si	5.469	5.469	0.683
Si	2.7345	8.2035	0.683
Si	8.2035	8.2035	0.683
Si	1.3673	1.3673	2.0503
Si	6.8362	1.3673	2.0503
Si	4.1018	4.1018	2.0503
Si	9.5708	4.1018	2.0503
Si	1.3673	6.8362	2.0503
Si	6.8362	6.8362	2.0503
Si	4.1018	9.5708	2.0503
Si	9.5708	9.5708	2.0503
Si	2.7345	0	35.6664
Si	8.2035	0	35.6664
Si	0	2.7345	35.6664
Si	5.469	2.7345	35.6664
Si	2.7345	5.469	35.6664
Si	8.2035	5.469	35.6664
Si	0	8.2035	35.6664
Si	5.469	8.2035	35.6664
Si	4.1018	1.3673	37.0337
Si	9.5708	1.3673	37.0337
Si	1.3673	4.1018	37.0337
Si	6.8362	4.1018	37.0337
Si	4.1018	6.8362	37.0337
Si	9.5708	6.8362	37.0337
Si	1.3673	9.5708	37.0337
Si	6.8362	9.5708	37.0337
Si	-4.4314	0.5182	26.2895
Si	2.4345	2.2294	27.6566
Si	2.7401	5.5852	30.0948
Si	13.2277	-1.6674	24.7687
Si	-1.3024	6.9739	31.4024
Si	3.6248	9.2187	28.9345
Si	7.2205	4.6705	22.3317
Si	13.5807	10.8949	30.3199
Si	1.3928	4.2254	31.544
Si	4.3182	-2.6154	22.7301
Si	3.8623	-0.396	26.9807
Si	11.0078	4.5664	15.9974
Si	-2.5776	11.0152	30.2491
Si	8.5238	7.5017	26.1761
Si	4.0705	12.3161	31.5606
Si	11.4098	14.1768	18.0915
Si	5.4839	-2.6965	30.0565
Si	6.8784	-1.3489	31.4597
Si	4.8045	5.1337	26.9858
Si	6.9077	6.8427	28.7216
Si	2.2767	8.84	18.7234
Si	7.2439	0.2526	19.5811
Si	-1.5625	4.5253	26.1834
Si	6.6096	3.3883	25.1189
Si	3.7739	3.9296	28.7438
Si	9.5723	1.4069	31.756
Si	-1.627	3.8551	29.1242
Si	6.7604	4.1814	31.6106
Si	4.1812	6.8437	31.5133
Si	11.0009	8.4168	29.9155
Si	1.2998	9.5464	31.6335
Si	2.2	6.6933	26.45
Si	-0.0021	-0.0055	33.031
Si	5.4909	0.0049	32.8778
Si	2.7269	2.7848	32.9149
Si	8.1392	2.7912	32.9777
Si	-0.0147	5.5636	32.8745
Si	5.4563	5.5231	32.9909
Si	2.7523	8.176	32.8976
Si	8.2252	8.2276	32.8614
Si	1.3872	1.3937	34.3123
Si	6.8186	1.3642	34.3052
Si	4.1026	4.1107	34.3109
Si	9.5765	4.148	34.2779
Si	1.3815	6.8425	34.2923
Si	6.8727	6.8683	34.2956
Si	4.1106	9.571	34.2656
Si	9.548	9.5597	34.3181
Si	2.7081	-0.0254	3.4142
Si	8.2036	-0.0213	3.4183
Si	-0.0039	2.7053	3.4148
Si	5.4517	2.7261	3.4161
Si	2.7268	5.4324	3.4146
Si	8.1798	5.46	3.4132
Si	-0.013	8.1955	3.4161
Si	5.4655	8.1751	3.4163
Si	4.0745	1.3432	4.7646
Si	9.5785	1.3312	4.7849
Si	1.3822	4.0338	4.7882
Si	6.8229	4.0835	4.783
Si	4.1191	6.7674	4.7684
Si	9.549	6.8215	4.7721
Si	1.3607	9.5318	4.7967
Si	6.8724	9.5028	4.7804
Si	-0.0145	-0.047	6.1793
Si	5.4698	-0.0484	6.0487
Si	2.7274	2.659	6.2156
Si	8.205	2.7154	6.112
Si	-0.0363	5.4033	6.072
Si	5.465	5.4184	6.1967
Si	2.7224	8.092	6.0989
Si	8.2169	8.1447	6.2303
Si	2.108	2.0127	12.1562
Si	5.5477	2.6307	8.877
Si	3.6262	7.1678	9.88
Si	8.2413	5.3568	9.0118
Si	1.3377	6.7033	7.4377
Si	8.7156	8.8549	12.242
Si	6.8643	6.7311	7.6122
Si	5.4726	8.1754	8.8444
Si	6.5689	4.713	17.3243
Si	8.1753	0.0341	8.8433
Si	2.759	-0.2377	8.7642
Si	2.6274	5.3273	8.878
Si	-1.0837	6.602	10.286
Si	4.6696	10.1703	20.3445
Si	-4.3518	9.8137	10.1376
Si	2.6216	3.6947	20.2715
Si	-0.0883	2.6989	8.9198
Si	4.2922	0.9731	9.9954
Si	4.1174	4.0206	7.5842
Si	8.1601	5.5452	-7.4573
Si	6.3592	3.4975	13.2192
Si	9.6044	9.5224	7.6074
Si	0.0925	8.0801	8.8859
Si	6.8272	12.2499	7.3952
O	-11.9227	26.2563	27.7029
O	6.004	10.127	19.3912
O	-2.7675	-30.0478	28.6412
O	-22.3784	-7.173	25.2145
O	22.6879	1.0003	12.098
O	1.6235	14.4582	11.7117
O	-12.2611	-24.1232	25.9346
O	23.8181	18.3913	19.5409
O	-14.5654	-12.66	11.4915
O	-15.8573	-17.0428	18.8367
O	27.3897	23.9827	13.1144
O	-14.5779	18.5394	25.1076
O	-8.9852	-15.2648	12.862
O	-14.1751	8.7701	22.7514
O	4.2359	-10.1541	20.5755
O	5.5147	18.2715	23.2056
O	6.3673	1.7878	25.2796
O	6.5331	34.5525	19.8298
O	16.1905	-11.454	26.1013
O	5.8522	8.6332	14.8406
O	6.0956	-16.0316	27.6971
O	-9.1272	24.6144	26.2206
O	-9.3811	18.866	15.0985
O	5.3372	37.0526	25.7074
Si	-1.4648	10.2858	26.3157
Si	-12.9049	6.8382	20.0234
Si	-9.9804	12.0086	29.0748
Si	-6.5863	12.268	13.9607
Si	-6.1303	-8.3793	16.6842
Si	9.011	13.4225	14.6517
Si	-16.9748	12.899	19.6679
Si	-15.9374	16.8098	20.0807
Si	-14.766	-3.4858	23.4971
Si	1.3346	12.2189	7.6013
Si	-12.7881	23.6334	10.1926
Si	19.8606	-4.4171	17.0216
Si	-3.6185	14.4467	10.2174
Si	-17.2354	5.0902	15.3057
Si	7.0582	23.5457	29.1652
Si	-9.0113	-14.4577	28.7435
Si	-1.2147	-6.4563	20.6152
Si	-10.9807	10.982	23.6544
Si	-29.781	-4.2088	20.5482
Si	-0.818	-11.5027	28.6941
Si	-1.3704	-6.859	7.487
Si	4.1432	9.4577	7.3621
Si	13.4801	9.0804	15.792
Si	-10.0938	-7.9738	22.5072
Si	-10.2644	10.935	17.2857
Si	-9.8949	15.1851	10.3228
Si	-9.8103	-17.9862	25.2969
Si	-0.0109	-8.1969	30.3939
Si	2.0317	6.4653	14.5042
Si	-39.3417	31.0817	14.288
Si	1.9491	8.8922	10.1159
Si	-11.7733	-21.0873	12.1295
Si	-13.0787	9.4312	21.7415
Si	-2.2941	-21.675	16.712
Si	13.807	-3.2582	11.9818
Si	-14.4162	-2.222	15.1553
Si	-5.5973	2.8458	30.2219
O	27.2653	37.4187	13.9311
O	-0.7968	-0.437	16.7379
O	-2.8103	-16.7646	17.2847
O	-19.028	1.9356	13.6301
O	-24.9054	65.3744	26.0523
O	7.93	-18.0379	25.9533
O	-43.7867	16.355	10.8172
O	9.7915	21.0375	12.1223
O	-16.9077	-1.4891	21.7547
O	-9.6516	20.9729	23.7485
O	23.4983	14.6302	23.7563
O	5.4229	-21.9327	10.6493
O	-18.5595	1.5784	11.1663
O	6.7772	-17.8874	11.7254
O	-1.5909	-3.7619	18.4541
O	-25.1042	3.2883	14.1016
O	0.2279	34.3457	23.0207
O	-15.5442	-7.7731	16.8452
O	4.6795	-20.468	15.5593
O	-3.2709	32.039	15.8673
O	-19.3299	-22.591	26.0605
O	14.0579	18.4318	21.9874
O	7.8349	38.8789	22.9756
O	-30.8933	13.6005	21.3197
O	-13.2202	1.6642	16.0079
O	-16.1264	16.6534	16.3261
O	1.7808	7.821	25.3307
O	-24.8597	-3.2751	27.7118
O	-29.2182	-4.6766	14.9483
O	43.539	4.0445	21.8556
O	9.316	-4.8194	25.8908
O	-9.1957	21.4633	16.0755
O	5.8779	37.8656	21.4879
O	4.5586	-15.1434	19.9134
O	9.9049	-33.5733	22.6532
O	-1.6065	-3.4625	11.6022
O	-42.3057	-16.5448	25.9695
O	19.0996	-0.3141	20.8063
O	-9.8737	9.9387	18.5508
O	-21.2931	-9.3381	17.7091
O	-6.9417	-35.4444	12.9761
O	-8.0336	-2.4769	17.2688
O	-2.5836	19.5257	13.8021
O	-7.248	12.1375	27.3525
O	8.1318	33.174	18.2407
O	-13.6124	4.0058	21.2484
O	-4.5201	11.9156	27.8366
O	-12.4436	19.1182	20.8715
O	-30.8973	36.4149	18.7934
O	-29.1099	9.0644	24.018
O	-7.1171	-26.4786	26.4115
O	-17.9573	91.3419	16.1251
O	-11.5471	-21.6731	25.1958
O	26.3766	10.6963	13.6227
O	21.0918	-7.3565	15.0097
O	6.8192	36.4598	23.5223
O	-13.865	18.4865	16.1573
O	-8.4467	27.1005	20.806
O	23.1762	5.121	15.0518
O	4.208	3.3294	20.1958
O	-34.2044	1.433	13.53
O	3.4402	9.4905	19.6059
O	-22.5472	16.9504	16.2763
O	21.1665	-18.2281	19.2355
O	4.4246	12.783	18.091
O	7.2992	17.732	20.0813

Results
free energy: -156077.117 eV
free energy less fixed offsets of O -568.88, Si -635.61 eV per atom: -2.267 eV

Forces (eV/angstrom), in the order of the atoms: element, x, y, z
Si	0.0573	0.029	-0.0164
Si	0.0327	0.0204	0.0021
Si	0.0365	-0.0456	-0.0067
Si	0.0306	0.0033	0.0188
Si	0.005	0.0034	0.0006
Si	0.0173	0.0181	-0.0128
Si	0.0631	-0.0009	-0.0056
Si	0.0263	0.0093	-0.0088
Si	-0.0377	-0.1201	-0.1052
Si	-0.0492	-0.0973	0.0849
Si	-0.0115	-0.0893	-0.1495
Si	0.0093	-0.0364	0.0942
Si	-0.01	-0.1051	0.0834
Si	-0.0405	-0.072	-0.1577
Si	0.0192	-0.0591	0.0655
Si	0.0184	-0.014	-0.0967
Si	0.229	0.0416	-0.1133
Si	-0.1397	0.0263	0.0796
Si	-0.0609	0.2271	-0.117
Si	-0.0891	-0.0375	0.0841
Si	-0.1042	-0.0355	0.065
Si	0.0766	0.1396	0.0389
Si	0.0216	-0.0811	-0.0116
Si	0.0918	0.1547	-0.1265
Si	-0.0184	-0.0161	0.0307
Si	-0.0516	0.0027	-0.0279
Si	-0.0287	0.0094	0.0297
Si	-0.0223	-0.0203	-0.0171
Si	-0.008	-0.0443	-0.0375
Si	0.007	-0.042	0.0309
Si	-0.0694	0.0176	-0.038
Si	-0.0678	0.0467	0.0363
Si	0.0027	-0.0024	0.0059
Si	-0.0045	0.0035	0.0067
Si	-0.006	0.0173	0.0078
Si	0.0024	0.0073	-0.0013
Si	0.0226	0.0191	0.0162
Si	-0.0128	0.0099	0.0023
Si	-0.0077	0.0016	0.01
Si	-0.0103	-0.0187	-0.024
Si	-0.0048	0.0019	-0.0009
Si	0.0002	0.0142	-0.0053
Si	-0.0027	-0.0157	0.0237
Si	0.0054	0.0086	-0.0038
Si	0.0189	-0.0105	0.0007
Si	0.0017	0.0013	0.0037
Si	0.018	0.0168	0.0164
Si	0.0072	0.001	0.002
Si	0.0029	-0.0071	0.0019
Si	-0.0029	-0.0027	-0.0019
Si	0.0058	-0.0036	0.0151
Si	0.0166	0.0097	0.0036
Si	0.0318	0.0056	0.003
Si	-0.0055	-0.0037	-0.0028
Si	-0.0031	0.0006	0.0077
Si	0.0141	-0.0011	0.0068
Si	0.0074	-0.0184	0.0016
Si	0.0043	0.0035	0.0075
Si	-0.0012	0.0066	-0.0077
Si	-0.0225	-0.0208	0.023
Si	-0.0004	0.0004	-0.0011
Si	-0.0005	0.0107	-0.0047
Si	-0.0028	-0.0008	0.0062
Si	-0.0028	0.0062	0.0183
Si	-0.0007	-0.0008	-0.0053
Si	-0.004	0.0089	0.0001
Si	0.0078	-0.003	-0.0047
Si	0.0002	-0.0013	0.0075
Si	0.0064	-0.0002	0.0049
Si	0.0042	0.002	-0.0014
Si	-0.0013	0.0057	-0.0059
Si	-0.0024	0.0027	0.0023
Si	-0.0059	-0.0033	0.0037
Si	0.001	0.0034	-0.0022
Si	0.0028	-0.0005	0.0051
Si	-0.0062	-0.0008	-0.001
Si	0.0003	-0.0013	0.0039
Si	-0.0005	-0.0076	0.0012
Si	-0.0011	-0.0043	0.0011
Si	0.0005	0.0072	0.0038
Si	-0.0012	0.0015	-0.0013
Si	0.0018	0.0019	-0.0001
Si	0.0029	-0.0018	-0.0001
Si	0.0016	0.0023	-0.0019
Si	0.0055	0.0016	-0.0001
Si	-0.0024	0.0017	-0.0023
Si	-0.0014	0.0035	-0.0013
Si	-0.0015	-0.0017	-0.0004
Si	0.0002	-0.0019	0.0064
Si	-0.0043	0.0041	0.0033
Si	-0.002	0.0026	0.0047
Si	0.0007	-0.0015	0.0014
Si	-0.0042	0.0009	0.0017
Si	0.0012	-0.0037	0.0037
Si	0.0005	-0.0016	-0.0001
Si	-0.0038	0.0001	0.0067
Si	-0.0002	0.0014	-0.0015
Si	-0.0064	0.0011	0.0024
Si	-0.0037	-0.0041	0.0006
Si	-0.0016	-0.0045	-0.0017
Si	-0.0017	0.0022	0.0039
Si	-0.0036	0.0021	0.0017
Si	0.0117	-0.004	-0.0004
Si	0.002	0.0026	0.0011
Si	0.0065	0.0113	-0.0141
Si	0	-0.0119	-0.0024
Si	0.1165	-0.1219	0.0073
Si	0.0161	0.0009	-0.0003
Si	0.0022	-0.0163	-0.0034
Si	-0.0074	-0.0102	-0.0253
Si	-0.0013	-0.003	0.0038
Si	-0.0073	0.0013	-0.0095
Si	-0.0082	0.0026	-0.0008
Si	0.0066	0.0053	-0.0122
Si	-0.0331	-0.0061	0.0201
Si	0.0056	0.012	-0.0259
Si	-0.0014	0.0034	-0.0127
Si	-0.0135	-0.0004	-0.0003
Si	-0.0049	-0.0006	0.021
Si	0.0073	-0.0006	0.0098
Si	-0.0061	-0.0027	-0.0052
Si	0.0072	-0.0038	0.0109
Si	-0.0039	0.008	0.0053
Si	-0.0071	-0.0015	-0.0855
Si	-0.0088	0.0016	0.0107
Si	0.0018	-0.0112	0.0188
Si	-0.0321	0.0122	-0.0126
Si	0.0055	0.0008	0.0087
O	-0.0037	0.0041	0.0196
O	-0.0005	0.0018	0.0051
O	-0.0042	-0.0039	0.0244
O	-0.0004	-0.0003	-0.0003
O	-0.0064	-0.0061	0.0087
O	0.0012	-0.0057	0.0006
O	-0.0005	-0.0014	-0.002
O	0.0024	0.0082	-0.0048
O	0.0027	-0.0008	0.0009
O	0.0049	0.004	0.0029
O	0.0006	0.0027	0.0022
O	-0.0034	-0.0005	-0.0011
O	-0.0186	-0.0098	0.0358
O	0.0025	0.0007	0.0013
O	0.0016	-0.0076	-0.0033
O	-0.0017	0.0029	0.0017
O	-0.0032	0.0024	0.0012
O	0.0013	0.0022	0.0038
O	0.0078	0.0048	-0.0052
O	0.0012	-0.0007	-0.0047
O	-0.0009	-0.001	0.0059
O	0.0007	0.0061	0.0015
O	-0.0051	0.0136	0.0134
O	-0.0067	0.0075	0.0014
Si	0.0047	0.0012	0.0221
Si	-0.0129	0.0178	-0.0063
Si	0.0032	-0.0165	-0.0006
Si	0.0083	0.0042	0.0006
Si	0.0029	0.0029	-0.0002
Si	-0.0068	-0.0009	-0.0066
Si	0.0031	-0.0052	-0.0043
Si	-0.0048	0.0012	-0.0074
Si	0.0009	0.0063	0.0014
Si	0.0086	0.0053	0.0108
Si	0.0038	0.002	-0.0051
Si	-0.0071	-0.0022	-0.0041
Si	0.0027	-0.0011	0.001
Si	0.004	0.0003	0.0017
Si	-0.0119	0.0165	-0.0333
Si	0.0042	0.0059	0.0136
Si	0.0064	-0.0169	0.0168
Si	-0.0017	-0.0022	0.0059
Si	0.0108	0.0077	0.002
Si	0.0021	-0.0048	0.0182
Si	0.0058	0.0054	0.0112
Si	0.0077	-0.0126	-0.0071
Si	-0.0015	-0.0096	0.0041
Si	0.0047	-0.0042	0.0047
Si	0.0005	-0.0064	-0.0035
Si	-0.0051	-0.0044	0.0114
Si	0.0014	0.0006	0.0077
Si	-0.0045	0.0078	0.0131
Si	-0.0012	0.018	-0.0456
Si	-0.0074	-0.0043	-0.0235
Si	-0.1151	0.1801	-0.0642
Si	-0.0102	0.017	-0.0082
Si	-0.0036	0.0056	0.0049
Si	-0.0074	-0.0006	0.0027
Si	0.0578	-0.0553	0.0174
Si	-0.0037	0.0062	0.0062
Si	-0.0039	0.0015	0.0073
O	0.0062	-0.0027	0.0007
O	0.0018	0.0018	0.0028
O	0.0017	0.0012	0.0028
O	-0.0057	-0.0023	-0.0008
O	-0.0069	0.0034	-0.0033
O	-0.0064	-0.0014	-0.0035
O	0.0003	0.0077	-0.0165
O	0.0086	0.0048	0.0099
O	-0.0079	-0.0023	0.0064
O	-0.0029	-0.0016	0.0022
O	-0.0009	0.0006	0.0012
O	-0.0078	0.0029	-0.0235
O	-0.006	0.0064	0.0069
O	0.0075	-0.0001	-0.0052
O	0.0048	-0.0001	0.0076
O	0.0036	-0.001	-0.0028
O	0.0011	0.0042	0.0009
O	0.002	0.0044	0.0049
O	-0.0011	-0.0007	-0.0016
O	0.0054	0.0032	-0.0002
O	-0.0017	-0.0005	0.0025
O	0.0032	-0.0008	0.0033
O	0.0027	-0.0025	0.0011
O	0.0021	0.0033	0.0005
O	0.0022	-0.0021	0.0041
O	0.0006	-0.0046	0.0021
O	-0.0032	-0.0068	-0.0023
O	-0.0115	-0.0121	0.0271
O	0.0212	-0.0069	0.0146
O	-0.0047	0.0054	-0.0069
O	-0.0016	0.0001	-0.0015
O	-0.0028	0.0003	0.0035
O	0.0032	-0.0006	0.0024
O	-0.0021	-0.0039	0.0012
O	0.0017	0.0024	0.0023
O	-0.0038	0.0079	0.0129
O	0.0059	0.0029	0.0002
O	0.0019	0.001	0.0015
O	-0.0037	0.0039	0.0014
O	0.002	0.0112	0.0082
O	0.0328	0.0342	0.0488
O	-0.0069	0.0097	0.0156
O	0.0032	-0.0006	0.0005
O	-0.0008	-0.0043	0.0034
O	0.0037	0.0011	-0.0046
O	0.0067	0.0033	-0.0036
O	0.0022	0.004	0.0138
O	0.002	-0.0085	-0.0037
O	-0.0129	-0.0024	-0.0028
O	0.0088	-0.0081	-0.0079
O	-0.0003	-0.003	-0.0045
O	-0.0014	0.0031	0.0004
O	0.0025	0.0003	-0.0087
O	0.0057	0.0055	0.0015
O	0.0051	0.0054	0.0024
O	0.0003	0.0025	0.0009
O	0.0044	0.0004	0.0012
O	-0.0018	0.0048	0.001
O	-0.0135	-0.0143	0.0114
O	-0.0037	0.0057	0.0027
O	0.0062	-0.001	0
O	-0.0088	-0.0048	0.0012
O	0.0024	-0.0002	0.001
O	0.0036	0	0.0008
O	-0.0009	0.0023	0.0025
O	0.0109	-0.0014	0.0026

The program warned: the cutoff lies below the one the program advises for these potential files; the exchange-correlation potential is rough where the density is thin.
